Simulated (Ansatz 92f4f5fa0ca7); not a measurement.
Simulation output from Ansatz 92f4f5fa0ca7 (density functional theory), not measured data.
Periodic cell of 224 atoms, Si132O90As1H1, from a study of silicon, its oxide and their interface. The atomic structure is a simulated model.
Doubt: the cutoff is far below the 930 eV that the study's wrapper takes by default for these files, so forces and energies are approximate.
This geometry differs little from another in the collection (a relaxation step or a small displacement).

Settings
functional: PBE
potential files: Ansatz PAW
basis: plane waves
wave-function cutoff: 580 eV
density cutoff ratio: 5
exchange-correlation grid ratio: 1
k mesh: 1 x 1 x 1, Gamma-centred
self-consistency stop: 5e-08 eV per atom in the density residual
occupations: fixed
spin: none
net charge: 0

Cell vectors (angstrom)
a	10.938	0	0
b	0	10.938	0
c	0	0	33.3605

Atoms: element, x, y, z (angstrom)
Si	0.446	-0.3502	26.0104
Si	5.3329	0.3156	25.8383
Si	2.9505	2.4075	25.8281
Si	7.954	3.0267	26.1102
Si	-0.2751	5.6238	25.8007
Si	5.8535	5.3205	25.9045
Si	2.6173	8.3088	25.7672
Si	8.5705	8.0116	25.831
Si	1.5044	1.2899	27.3057
Si	6.79	1.4087	27.3198
Si	4.1153	4.1206	27.0597
Si	9.5971	4.1502	27.306
Si	1.3802	6.7817	27.1022
Si	6.9755	6.8754	27.2257
Si	4.1897	9.5401	27.0815
Si	9.6786	9.5289	27.2393
Si	2.8436	-0.0937	28.6061
Si	8.2288	-0.0203	28.5596
Si	0.0438	2.697	28.5717
Si	5.4067	2.7876	28.597
Si	2.7466	5.4424	28.5074
Si	8.2294	5.4854	28.6475
Si	0.057	8.1369	28.5865
Si	5.5079	8.1954	28.5344
Si	4.1018	1.3673	29.9422
Si	9.5708	1.3673	29.9422
Si	1.3673	4.1018	29.9422
Si	6.8362	4.1018	29.9422
Si	4.1018	6.8362	29.9422
Si	9.5708	6.8362	29.9422
Si	1.3673	9.5708	29.9422
Si	6.8362	9.5708	29.9422
Si	0	0	31.3095
Si	5.469	0	31.3095
Si	2.7345	2.7345	31.3095
Si	8.2035	2.7345	31.3095
Si	0	5.469	31.3095
Si	5.469	5.469	31.3095
Si	2.7345	8.2035	31.3095
Si	8.2035	8.2035	31.3095
Si	1.3673	1.3673	32.6767
Si	6.8362	1.3673	32.6767
Si	4.1018	4.1018	32.6767
Si	9.5708	4.1018	32.6767
Si	1.3673	6.8362	32.6767
Si	6.8362	6.8362	32.6767
Si	4.1018	9.5708	32.6767
Si	9.5708	9.5708	32.6767
Si	2.7345	0	0.6835
Si	8.2035	0	0.6835
Si	0	2.7345	0.6835
Si	5.469	2.7345	0.6835
Si	2.7345	5.469	0.6835
Si	8.2035	5.469	0.6835
Si	0	8.2035	0.6835
Si	5.469	8.2035	0.6835
Si	4.1018	1.3673	2.0507
Si	9.5708	1.3673	2.0507
Si	1.3673	4.1018	2.0507
Si	6.8362	4.1018	2.0507
Si	4.1018	6.8362	2.0507
Si	9.5708	6.8362	2.0507
Si	1.3673	9.5708	2.0507
Si	6.8362	9.5708	2.0507
Si	0	0	3.418
Si	5.469	0	3.418
Si	2.7345	2.7345	3.418
Si	8.2035	2.7345	3.418
Si	0	5.469	3.418
Si	5.469	5.469	3.418
Si	2.7345	8.2035	3.418
Si	8.2035	8.2035	3.418
Si	1.3374	1.3708	4.8116
Si	6.7913	1.3916	4.771
Si	4.0382	4.1699	4.7482
Si	9.5593	4.1164	4.8189
Si	1.3577	6.8455	4.8022
Si	6.8072	6.8466	4.7978
Si	4.0759	9.5767	4.8511
Si	9.5041	9.6303	4.6884
Si	2.6269	-0.0515	6.2378
Si	8.1493	0.0026	6.1009
Si	-0.0309	2.7516	6.2194
Si	5.3365	2.7326	6.0536
Si	2.7253	5.5081	6.2349
Si	8.1263	5.4326	6.1797
Si	-0.133	8.2299	5.9966
Si	5.4502	8.1997	6.2401
Si	3.7761	1.6253	7.4269
Si	9.6852	1.1303	7.4547
Si	1.5895	3.8983	7.5378
Si	6.5083	4.2093	7.4252
Si	4.381	6.5649	7.605
Si	9.2587	7.1286	7.3615
Si	0.889	9.7433	7.4399
Si	7.0679	9.3875	7.5055
O	9.602	6.811	25.2995
O	4.1391	1.3554	25.3056
O	8.1843	8.2452	7.9731
O	2.699	2.7539	8.0021
O	6.9002	4.1192	25.4311
O	1.4973	9.4715	25.3556
O	5.4807	5.3851	7.9405
O	-0.1234	0.0206	7.9063
O	6.9568	3.3807	8.7839
O	6.5389	10.1493	8.883
O	10.1416	6.5648	8.6266
O	1.1088	8.8532	8.8093
O	4.5914	1.0504	8.725
O	1.025	4.6204	8.9276
O	8.9264	1.5684	8.8589
O	3.954	7.0407	9.125
O	8.0389	8.8438	24.4992
O	8.7295	2.2774	24.8928
O	5.5099	6.2555	24.5751
O	2.0046	2.8131	24.5285
O	10.7687	0.4273	24.7184
O	0.2008	4.7738	24.4547
O	7.2562	11.8928	20.7249
O	6.2339	10.7889	24.5299
Si	9.6814	1.3579	23.9774
Si	4.6326	6.425	20.6217
Si	1.0358	8.9082	10.4365
Si	17.2716	5.2436	15.8815
Si	7.314	2.1508	19.608
Si	19.2791	14.3247	12.6118
Si	11.028	5.0103	16.8606
Si	9.2581	-0.6243	16.5113
Si	15.4389	10.489	19.0494
Si	12.6818	3.0313	18.3138
Si	8.347	2.945	9.5121
Si	2.9965	7.9414	18.5103
Si	11.5481	1.1293	16.2713
Si	0.4125	13.6729	13.52
Si	4.2762	2.4789	20.0474
Si	6.1211	2.4393	14.4605
As	7.4068	5.7248	18.9597
Si	5.207	10.7764	9.6027
Si	15.1772	6.5557	23.5985
Si	17.9329	10.2658	20.7313
Si	3.0901	4.3118	21.9916
Si	11.4774	9.6093	14.827
Si	6.5754	11.5723	17.0064
Si	5.2464	8.2849	13.1316
Si	10.527	5.2165	9.4406
Si	3.7088	6.9677	15.5087
Si	7.4822	10.1496	23.6836
Si	-2.1583	8.4876	18.9158
Si	-0.4062	6.814	12.0661
Si	1.5883	11.0312	12.3044
Si	11.0533	6.6942	19.1098
Si	3.8277	8.1111	10.3412
Si	0.8195	3.5009	23.619
Si	10.0679	3.7806	19.1735
Si	4.8239	11.2748	12.5633
Si	7.7926	6.2956	13.5087
Si	1.3105	5.422	14.1618
O	9.9723	7.7293	19.7381
O	5.0864	1.7146	13.4115
O	11.3977	2.8249	19.3464
O	7.3825	12.4609	18.1127
O	4.1124	7.9888	14.2876
O	4.0319	0.8834	19.861
O	2.3256	8.0552	10.9505
O	-1.0859	4.0594	17.5384
O	7.6945	4.901	12.6285
O	9.5059	-1.792	17.6165
O	5.7861	14.8848	15.0137
O	5.4704	9.914	13.2304
O	10.7031	8.1821	11.1748
O	17.6305	4.9668	17.4621
O	1.3358	10.6971	15.7609
O	6.0696	12.4735	15.7894
O	1.6158	7.3561	19.2117
O	19.6163	3.1056	19.7879
O	7.5576	18.4121	18.467
O	12.6269	1.7601	17.3036
O	3.2047	11.1095	12.4415
O	3.2259	7.5984	24.3752
O	19.1767	9.6489	19.8969
O	9.412	4.0985	9.123
O	11.9116	9.8904	13.3011
O	3.8844	2.931	21.5808
O	4.6961	7.1365	22.123
O	1.1504	10.4932	10.8296
O	5.105	6.2858	15.9411
O	18.591	10.5146	16.4004
O	-2.8017	2.7761	11.1112
O	6.6198	7.4158	13.3113
O	5.8482	2.9083	19.7539
O	11.0295	5.1758	15.26
O	16.1987	10.8518	17.6439
O	10.1044	11.66	16.9561
O	0.2898	2.1532	15.0434
O	3.5873	5.0599	23.3654
O	14.0312	-3.3268	16.9068
O	11.8699	8.0877	15.2235
O	5.5168	11.3937	11.0797
O	4.0948	-1.3482	9.7016
O	8.6529	11.2365	23.2789
O	4.801	7.8426	11.6145
O	10.5961	2.4341	23.1344
O	3.4067	5.3365	20.7592
O	7.6577	5.8546	15.0962
O	-0.4678	5.55	11.0253
O	9.8604	9.8441	15.0611
O	0.9169	12.4898	12.5274
O	6.9208	9.6704	22.2376
O	1.5123	3.9438	13.4782
O	4.2397	7.3282	19.3449
O	2.6836	5.8493	14.9103
O	9.9188	14.2639	13.012
O	3.1899	9.5621	18.7372
O	9.2063	6.9612	13.0219
O	17.0337	5.8095	20.2221
O	0.8655	6.4933	13.0295
O	10.8376	6.5191	17.4821
O	16.5405	9.7897	20.0292
O	1.5043	4.0142	22.221
O	10.6127	5.2399	19.7934
O	23.3911	4.4074	17.4366
O	14.1472	3.16	18.9973
O	7.5725	2.4591	13.7138
H	11.776	7.8615	16.1974

Results
free energy: -139968.892 eV
free energy less fixed offsets of As -4856.12, H -15.97, O -568.88, Si -635.61 eV per atom: 2.918 eV

Forces (eV/angstrom), in the order of the atoms: element, x, y, z
Si	0.0014	-0.0011	-0.0073
Si	-0.0072	0.0054	-0.0141
Si	0.0014	-0.002	-0.0072
Si	-0.0045	0.0034	-0.0232
Si	-0.0062	0.0055	-0.0109
Si	-0.0015	0.003	-0.0062
Si	-0.0063	0.0086	-0.0085
Si	0.0025	-0.004	-0.0062
Si	0.0004	0.0017	-0.0039
Si	0.0009	0	-0.0039
Si	0.0012	0.0001	-0.0039
Si	-0.0003	-0.0001	-0.0025
Si	0.0014	-0.0031	-0.0043
Si	-0.0013	-0.0025	-0.0038
Si	0.0011	-0.0029	-0.0045
Si	0.0012	-0.0011	-0.0049
Si	0.0014	0.0013	-0.0012
Si	0	0.0004	-0.0029
Si	-0.0005	0.0014	-0.0009
Si	-0.0004	0.0016	-0.0027
Si	0.0014	0.0009	-0.0033
Si	0.0006	-0.0001	-0.0025
Si	-0.0009	0.0016	-0.001
Si	0.0004	0.0008	-0.0021
Si	0.0752	-0.03	0.2946
Si	0.0544	-0.0688	-0.1057
Si	0.1868	-0.0261	-0.1924
Si	-0.1929	0.0963	0.2055
Si	0.0172	-0.055	-0.488
Si	0.3166	0.1035	0.5301
Si	0.2443	-0.312	0.086
Si	0.0705	-0.0275	-0.1324
Si	0.0013	0.0271	-0.0359
Si	0.065	0.1778	-0.005
Si	-0.056	-0.0792	-0.0069
Si	-0.0543	0.0121	-0.0271
Si	-0.0692	0.0858	0.0021
Si	0.0665	-0.0167	0.0033
Si	-0.0921	0.066	0.0155
Si	0.0685	0.0339	-0.0064
Si	-0.0059	0.0316	-0.0024
Si	0.0305	-0.0841	-0.007
Si	0.004	-0.0006	-0.0196
Si	0.064	-0.0232	-0.0341
Si	0.0592	-0.0813	-0.0142
Si	-0.0203	0.0198	-0.0072
Si	0.0397	-0.055	-0.0375
Si	-0.0316	-0.0145	-0.013
Si	-0.0174	0.008	0.0069
Si	0.01	0.0739	0.0491
Si	-0.0963	0.0233	0.0109
Si	0.0159	0.012	0.0137
Si	-0.0339	0.0257	0.0397
Si	-0.0033	-0.0142	0.008
Si	-0.0038	0.0035	0.0087
Si	-0.0306	0.0808	0.0048
Si	-0.0159	-0.0286	0.0397
Si	0.0919	-0.0163	-0.0142
Si	-0.0449	-0.1211	-0.0161
Si	0.0125	0.0079	0.039
Si	0.0851	-0.0281	-0.0162
Si	-0.0156	0.0068	0.0322
Si	-0.0005	0.0192	0.0403
Si	-0.0613	-0.1638	-0.0269
Si	0.0474	0.3543	-0.3396
Si	-0.2259	-0.1586	0.1572
Si	-0.2871	-0.0067	0.0047
Si	0.0421	0.0853	0.148
Si	0.024	-0.0633	0.1755
Si	-0.0684	0.2447	-0.1774
Si	0.0704	0.0418	0.2534
Si	-0.3793	-0.1402	-0.3249
Si	-0.0007	-0.001	0.0011
Si	-0.0007	-0.0016	0.0002
Si	-0.0005	-0.0032	-0.0029
Si	-0.0007	-0.0004	0.0022
Si	0.0001	-0.0014	-0.0002
Si	0.0024	-0.0021	0.0003
Si	-0.0009	-0.0013	0.0028
Si	0.0011	-0.0017	-0.0017
Si	-0.0002	0.0018	0.0003
Si	0.0002	0.0013	-0.0009
Si	0.0002	0.0031	0.003
Si	0.003	-0.0009	0.001
Si	0.0014	0.0016	-0.0005
Si	0.0021	-0.0005	0.004
Si	0.0001	-0.0004	0.0003
Si	0.0011	0.0015	0.0016
Si	-0.0014	0.0015	0.0068
Si	0.0053	-0.0045	0.0054
Si	0.0053	-0.0053	0.005
Si	0.002	-0.0006	0.0052
Si	0.0007	0.002	0.0056
Si	-0.0038	0.0052	0.0074
Si	0.0018	-0.0013	0.012
Si	0.0069	-0.0075	0.0063
O	0.0015	-0.0016	0.0025
O	0.0042	-0.0028	0.004
O	0	0.0004	-0.0074
O	0	0.0017	-0.0049
O	0.0068	-0.0069	0.006
O	0.0005	-0.0011	0.0073
O	0.0002	-0.0005	-0.0028
O	-0.0018	0.0019	-0.0026
O	-0.0013	0.0027	-0.0007
O	0.0049	-0.0036	-0.0026
O	-0.003	-0.0004	-0.0041
O	0.0021	0.0065	-0.0152
O	-0.0036	0.004	-0.0045
O	0.0025	-0.0024	-0.0011
O	-0.0001	-0.0008	-0.0004
O	0.0049	-0.0078	-0.0086
O	0.0021	-0.0046	-0.0029
O	0.0022	0.0006	-0.0037
O	-0.0023	0.001	-0.0009
O	0.0045	-0.0006	-0.0035
O	-0.0022	0.0033	-0.0055
O	-0.0032	0.0048	0.0009
O	0.0023	-0.0035	-0.0063
O	-0.0077	0.0029	0.0011
Si	-0.0072	0.0066	0.0259
Si	0.0014	-0.0077	0.0186
Si	-0.0048	0.0077	0.0075
Si	0.0025	-0.0011	-0.0054
Si	-0.0037	-0.0044	0.0035
Si	0.01	0.0041	0.0011
Si	0.014	-0.0391	-0.0267
Si	0.0109	0.0121	-0.0118
Si	0.002	0.007	0.0065
Si	0.004	-0.0168	0.0022
Si	0	-0.0024	-0.0068
Si	-0.0124	0.0214	0.0501
Si	0.0014	-0.0128	-0.0132
Si	0.0108	-0.0164	-0.004
Si	0.0002	-0.0027	0.0108
Si	0.0042	-0.0037	-0.0089
As	-0.0026	0.002	-0.0012
Si	-0.0003	0.0033	-0.0065
Si	0.0001	-0.0019	0.0128
Si	0.0057	-0.0001	0.0073
Si	0.0102	0.0008	0.0138
Si	0.008	-0.0751	0.0069
Si	0.0034	0.0057	-0.0056
Si	0.0073	0.0008	-0.0079
Si	0.0008	0.0082	0.002
Si	0.0102	-0.0397	-0.042
Si	0.0005	-0.0028	0.0112
Si	0.0047	0.0122	0.0002
Si	0.0127	0.0086	0.0019
Si	-0.0083	-0.0014	-0.0005
Si	0.0038	0.0171	0.0389
Si	-0.0052	-0.0023	-0.0043
Si	0.0064	0.0012	0.0105
Si	-0.0013	-0.0163	0.0093
Si	-0.0106	-0.0067	-0.0061
Si	0.0088	0.0053	-0.0135
Si	0.0077	0.0191	-0.0152
O	0.0046	-0.0047	-0.0137
O	0.0022	0.005	0.0035
O	-0.0044	0.0051	-0.0033
O	0.0009	0.0109	0.0025
O	-0.0048	0.0029	0.0045
O	-0.0003	-0.0019	-0.0003
O	0.0066	-0.0036	0.0044
O	0.0029	0.0098	-0.0012
O	0.0022	-0.0063	0.0049
O	-0.0075	-0.016	-0.005
O	0	0.0072	0.0005
O	0.0035	-0.0027	0.0031
O	0.0018	0	0.0006
O	0.0015	-0.0012	0.0012
O	0.0039	0.0236	0.0079
O	0.0008	-0.0061	0.0141
O	-0.0117	-0.0075	-0.0101
O	0.0024	0.0026	-0.0044
O	0.0015	-0.0057	-0.0077
O	0.0044	0.0024	0.0112
O	0.0099	-0.0029	0.0066
O	0.0008	0.0025	-0.0024
O	-0.0036	0.0011	-0.0087
O	-0.0002	-0.0045	0.0009
O	0.007	0.0244	-0.0057
O	-0.0027	0.0047	-0.0014
O	0.0005	0.0009	-0.0069
O	0.0007	-0.012	0.0051
O	-0.0121	0.012	0.0029
O	-0.0074	0.0042	0.0055
O	0.0013	-0.0006	-0.0068
O	0.0001	-0.0007	0.0045
O	0.0052	0.0019	-0.0045
O	-0.0112	-0.0076	0.0197
O	-0.0036	0.0037	-0.0032
O	-0.0049	0.0001	0.0012
O	0.0001	0.002	0.0069
O	-0.003	0.0049	-0.0082
O	-0.0168	0.0269	-0.0346
O	0.08	-0.2304	1.2788
O	0.0069	-0.002	-0.008
O	-0.0003	0.0075	0.0008
O	0.0047	0.0052	-0.0107
O	-0.0017	0.0001	0.0046
O	-0.0015	-0.0024	-0.0097
O	-0.0016	0.0051	-0.0093
O	-0.0021	-0.0019	0.0069
O	-0.0029	-0.012	-0.0107
O	-0.0133	0.0075	0.0057
O	0.0011	-0.0025	0.0103
O	0.0055	0.0002	-0.0073
O	0.0011	-0.001	0.0102
O	-0.0005	0.0012	-0.0208
O	0.0103	0.0054	0.007
O	-0.0067	0.0002	0.0035
O	-0.0023	-0.0061	-0.0125
O	-0.0011	-0.0032	0.0072
O	0.0001	0.0033	-0.0118
O	-0.0055	-0.0112	-0.0039
O	-0.0007	0.0246	-0.0202
O	0.0059	-0.0021	-0.0047
O	-0.0083	-0.0008	-0.0019
O	0.0067	0.0137	-0.0176
O	-0.0024	0.0054	-0.0034
O	0.0049	0.0005	-0.0049
O	-0.0002	0.0007	0.003
H	-0.1215	0.2059	-1.2415

The program warned: the cutoff lies below the one the program advises for these potential files; the forces do not sum to zero within the program's tolerance; the exchange-correlation potential is rough where the density is thin.
